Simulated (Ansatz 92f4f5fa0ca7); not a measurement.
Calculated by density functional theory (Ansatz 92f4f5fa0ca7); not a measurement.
Periodic cell of 220 atoms, Si132O88, from a study of silicon, its oxide and their interface. The atomic structure is a simulated model.
Doubt: the cutoff is far below the 930 eV that the study's wrapper takes by default for these files, so forces and energies are approximate.
This geometry differs little from another in the collection (a relaxation step or a small displacement).

Settings: functional PBE; potential files Ansatz PAW; basis plane waves; wave-function cutoff 580 eV; density cutoff ratio 5; exchange-correlation grid ratio 1; k mesh 1 x 1 x 1, Gamma-centred; self-consistency stop 5e-08 eV per atom in the density residual; occupations fixed; spin none; net charge 0.

Cell vectors (angstrom)
a  10.938  0  0
b  0  10.938  0
c  0  0  31.9432

Atoms and the computed forces on them: element, x, y, z (angstrom), force x, y, z (eV/angstrom)
Si  -0.0927  0.2494  24.6086  0.0028  -0.0238  0.0154
Si  5.8546  -0.2907  24.2616  -0.0052  0.0168  0.012
Si  2.5275  2.9535  24.7272  0.0117  0.0066  0.0255
Si  8.5589  2.45  24.4562  -0.0389  0.0362  0.0666
Si  0.3748  5.2448  24.5315  -0.0214  0.0239  0.0285
Si  5.1976  5.9417  24.3021  -0.0114  0.0001  0.01
Si  2.8068  8.0622  24.4826  -0.0276  0.035  -0.0124
Si  8.138  8.4334  24.5811  -0.0217  0.0042  -0.0163
Si  1.3709  1.4114  25.9961  0.0072  -0.0004  0.0295
Si  6.8646  1.3562  25.6862  -0.0057  -0.0036  0.0218
Si  4.2104  4.2163  25.7203  0.0036  -0.0217  0.0443
Si  9.5936  4.1379  25.7401  -0.0002  -0.0047  0.0422
Si  1.4109  6.8345  25.8973  -0.0034  0.0098  0.0267
Si  6.8348  6.8733  25.7484  0.0236  0.0083  0.0495
Si  4.1228  9.6516  25.6377  -0.0107  0.0092  0.0332
Si  9.6492  9.6122  25.8842  0.0168  -0.0108  0.0341
Si  2.7841  -0.0212  27.1638  -0.0028  0.0126  -0.0098
Si  8.1963  0.0201  27.1716  -0.0113  -0.0013  -0.0115
Si  -0.0555  2.7868  27.2222  0.0141  0.0009  -0.0089
Si  5.4922  2.7381  27.0886  0.0089  0.0153  0.0022
Si  2.7951  5.454  27.1933  -0.0005  -0.0115  -0.0148
Si  8.1843  5.4729  27.118  -0.0057  -0.0089  -0.0132
Si  0.0112  8.1872  27.2024  0.0012  -0.0008  -0.012
Si  5.4399  8.2433  27.1145  0.0076  -0.0083  0.0121
Si  4.1018  1.3673  28.5249  0.2546  0.1624  -0.1898
Si  9.5708  1.3673  28.5249  -0.3146  0.1452  0.3732
Si  1.3673  4.1018  28.5249  0.1292  0.0958  0.2586
Si  6.8362  4.1018  28.5249  0.0811  -0.1846  -0.2689
Si  4.1018  6.8362  28.5249  0.1924  0.3001  0.1475
Si  9.5708  6.8362  28.5249  -0.2428  -0.1604  -0.0013
Si  1.3673  9.5708  28.5249  0.3089  -0.1049  0.1009
Si  6.8362  9.5708  28.5249  -0.1578  0.0151  -0.0793
Si  0  0  29.8922  0.0345  0.0564  -0.0458
Si  5.469  0  29.8922  0.0794  0.0639  0.003
Si  2.7345  2.7345  29.8922  -0.0431  0.004  -0.0443
Si  8.2035  2.7345  29.8922  0.0144  -0.0484  0.0423
Si  0  5.469  29.8922  0.0717  0.0372  0.01
Si  5.469  5.469  29.8922  0.0488  0.0904  -0.0327
Si  2.7345  8.2035  29.8922  -0.0091  0.0162  0.0368
Si  8.2035  8.2035  29.8922  -0.0273  -0.0425  -0.0295
Si  1.3673  1.3673  31.2594  0.0551  0.0395  -0.0094
Si  6.8362  1.3673  31.2594  -0.0089  0.0223  -0.0105
Si  4.1018  4.1018  31.2594  -0.0682  -0.0614  -0.0201
Si  9.5708  4.1018  31.2594  0.0074  -0.0303  -0.0291
Si  1.3673  6.8362  31.2594  -0.048  0.0069  -0.023
Si  6.8362  6.8362  31.2594  -0.0006  -0.0213  0.0058
Si  4.1018  9.5708  31.2594  -0.0048  0.0046  -0.03
Si  9.5708  9.5708  31.2594  0.0028  -0.0139  -0.0171
Si  2.7345  0  0.6835  -0.0325  -0.0382  0.0403
Si  8.2035  0  0.6835  -0.0235  0.0584  0.0236
Si  0  2.7345  0.6835  -0.0378  -0.0188  0.0107
Si  5.469  2.7345  0.6835  0.0542  -0.0198  -0.002
Si  2.7345  5.469  0.6835  -0.0471  0.0755  0.0211
Si  8.2035  5.469  0.6835  0.0405  0.0013  0.0429
Si  0  8.2035  0.6835  0.0766  -0.0196  -0.0093
Si  5.469  8.2035  0.6835  -0.0306  0.0166  0.0086
Si  4.1018  1.3673  2.0507  -0.0544  0.1125  0.0752
Si  9.5708  1.3673  2.0507  0.0919  0.0548  -0.0152
Si  1.3673  4.1018  2.0507  0.0567  -0.1335  0.0077
Si  6.8362  4.1018  2.0507  -0.1761  -0.1847  0.0175
Si  4.1018  6.8362  2.0507  0.0013  -0.0433  -0.0206
Si  9.5708  6.8362  2.0507  0.0106  0.0209  0.0105
Si  1.3673  9.5708  2.0507  -0.1235  -0.0512  0.0282
Si  6.8362  9.5708  2.0507  -0.0392  -0.0543  -0.0271
Si  0  0  3.418  -0.0934  -0.1468  -0.1359
Si  5.469  0  3.418  0.0744  -0.5359  0.5305
Si  2.7345  2.7345  3.418  -0.1102  0.0588  -0.1393
Si  8.2035  2.7345  3.418  -0.048  -0.2467  -0.3802
Si  0  5.469  3.418  -0.0939  0.2003  0.2327
Si  5.469  5.469  3.418  -0.2291  0.1625  -0.4652
Si  2.7345  8.2035  3.418  0.1666  0.0978  0.1516
Si  8.2035  8.2035  3.418  -0.0137  0.238  0.1122
Si  1.403  1.3064  4.747  -0.0064  -0.0373  0.0508
Si  6.9448  1.2676  4.7853  -0.0379  0.008  -0.0122
Si  4.0615  4.162  4.7503  -0.0328  -0.0003  0.0498
Si  9.4718  4.1418  4.7497  -0.0032  0.0111  0.0007
Si  1.33  6.9011  4.8049  0.1023  -0.0488  0.0421
Si  6.7835  6.8496  4.7458  -0.006  0  0.016
Si  4.0631  9.5344  4.8914  0.0058  -0.0044  0.0098
Si  9.5485  9.5884  4.8231  -0.0464  0.1148  0.0143
Si  2.5502  -0.1745  6.2683  0.1692  0.0732  -0.1916
Si  8.1626  -0.1095  6.3657  0.0047  0.0136  -0.0599
Si  -0.2151  2.5862  5.9229  0.0087  -0.0201  -0.0215
Si  5.4981  2.6785  5.9165  0.0577  -0.0601  -0.0325
Si  2.5759  5.4425  6.1951  0.0519  0.0581  -0.0786
Si  8.0765  5.4958  6.1282  -0.0054  -0.0572  -0.1106
Si  -0.025  8.247  6.1866  -0.0294  -0.0067  0.2068
Si  5.4057  7.9946  6.2852  -0.0051  0.0594  -0.0417
Si  3.8536  1.6166  7.1621  -0.0313  0.0982  0.0663
Si  9.8068  1.1789  7.572  -0.124  0.1004  -0.0525
Si  1.3546  3.6702  7.1713  0.0637  -0.0507  -0.0167
Si  6.5753  4.1411  7.3822  -0.2479  0.1595  0.2147
Si  4.1576  6.3659  7.6846  0.1084  -0.1793  0.0475
Si  9.342  6.9885  7.3941  -0.1893  -0.1427  -0.4542
Si  0.9223  9.6749  7.8761  0.1512  0.4985  0.3191
Si  7.0189  9.1013  7.6274  -0.0803  0.0601  -0.0448
O  1.432  4.0434  24.1033  -0.0055  -0.0025  -0.0927
O  5.5272  11.03  22.6874  0.0071  0.0154  -0.1017
O  2.7146  2.7837  7.0129  0.0037  -0.0043  -0.0112
O  8.1775  7.9862  8.028  0.1119  0.0311  0.2004
O  5.1296  4.7992  8.3385  0.0678  -0.1409  -0.1507
O  0.1384  0.2531  8.004  0.472  -0.5742  -0.0309
O  3.946  6.9691  24.0414  -0.0185  0.0043  -0.0413
O  9.6872  1.3069  24.1488  0.0421  -0.039  -0.07
O  2.4569  9.4089  8.6506  -1.1348  0.1434  -0.5117
O  0.9342  3.4496  8.7564  -0.0308  0.0245  0.1011
O  9.366  2.0261  8.9293  0.0191  -0.0045  -0.0026
O  6.3507  9.5932  9.0472  -0.0007  -0.0107  0.0332
O  4.3951  2.033  8.7207  -0.044  -0.2253  -0.0853
O  3.6524  7.0613  9.0793  -0.1217  0.1428  0.1568
O  7.262  3.545  8.7446  0.2145  -0.0855  0.0739
O  10.0722  6.0109  8.5014  0.1642  0.0729  0.1221
O  3.1516  2.0103  23.5023  0.0139  -0.0205  -0.0572
O  4.5764  1.9202  21.1306  0.0048  0  -0.0229
O  8.1104  2.8612  22.9296  0.0009  0.0026  -0.0839
O  10.9018  6.0253  23.1324  0.0241  -0.0054  -0.0271
O  6.9949  9.4833  24.0383  0.037  -0.0187  -0.0432
O  2.0123  8.4954  23.0937  -0.0098  0  -0.042
O  5.7558  5.8014  22.742  -0.0057  -0.019  -0.1037
O  0.5927  10.699  23.2071  -0.0019  0.0077  -0.025
Si  2.9838  8.4091  9.816  0.4624  -0.0991  -0.1367
Si  -1.107  3.474  19.2207  -0.0214  0.0359  0.0397
Si  3.1025  10.5058  19.8301  0.0189  -0.0122  0.0537
Si  1.8803  2.4488  19.5862  0.0064  -0.0015  0.0312
Si  6.6814  2.3089  14.4165  -0.0157  0.0009  -0.0147
Si  9.8865  -1.5308  13.2946  -0.0866  0.0119  0.4799
Si  2.2445  19.0328  15.5032  0.0469  -0.0192  0.0175
Si  9.428  3.7031  14.0635  -0.0062  -0.0355  -0.001
Si  5.7384  9.6728  10.5598  -0.0182  0.0241  -0.0311
Si  -4.041  10.9696  16.6287  -0.0124  -0.0012  -0.016
Si  1.5908  3.938  10.1586  0.1874  -0.0652  -0.0612
Si  2.7676  12.2098  15.0371  0.033  0.0143  0.009
Si  11.3685  10.501  15.5481  0.0375  0.0126  0.0656
Si  0.1253  -2.5033  10.6161  0.2168  -0.7344  2.2724
Si  4.5186  3.4643  9.4748  0.1222  0.345  -0.1799
Si  -3.1188  12.0805  19.161  -0.022  0.0083  0.0111
Si  1.9465  -5.6672  14.9153  0.0279  -0.0188  0.0256
Si  4.3838  3.685  16.0642  0.0193  -0.0049  -0.0137
Si  3.851  4.9115  18.7799  0.0458  0.0126  0
Si  5.3334  4.7972  21.5152  0.027  0.0444  0.0374
Si  13.1818  7.6635  18.5127  -0.0061  -0.0027  -0.0034
Si  8.4507  3.0633  9.7791  -0.1433  0.0118  -0.1105
Si  -2.7446  4.0368  21.8119  0.0044  -0.0043  0.0372
Si  10.6141  -2.9394  20.064  -0.0295  -0.005  0.0593
Si  9.0348  6.687  14.3392  -0.0596  -0.0894  0.0802
Si  3.4071  2.6141  22.0176  0.0063  -0.0187  0.0601
Si  1.2949  9.6575  22.1949  0.009  -0.0156  0.0117
Si  4.7202  9.7278  15.0937  0.0152  0.0124  0.0021
Si  -1.5461  -1.0494  17.9218  -0.0115  -0.0239  0.0106
Si  5.5145  11.5297  21.1358  -0.0054  -0.0042  0.0708
Si  9.5185  6.5879  22.4738  0.0007  0.0056  0.0148
Si  10.2091  5.6999  10.0983  0.0013  -0.4414  0.0264
Si  -3.9087  8.6656  13.1183  -0.0803  -0.0335  0.0094
Si  1.2139  3.0116  12.978  0.0184  -0.0174  -0.0175
Si  -0.7513  4.9691  16.5107  0.0096  -0.008  0.0151
Si  6.2206  1.8319  11.4463  -0.056  0.093  -0.0465
O  -5.4109  10.131  16.4452  -0.0006  -0.0026  -0.0158
O  4.7416  4.2884  17.5433  -0.005  0.0008  0.0084
O  3.1749  4.2537  9.8856  -0.2581  -0.0124  0.1154
O  5.3332  3.0969  10.8225  0.0443  -0.1325  0.1332
O  1.3944  0.8463  15.8112  0.0021  0.0035  -0.0091
O  2.7093  14.6906  19.0201  -0.0148  -0.014  -0.0168
O  -0.3817  2.8085  13.2852  -0.0077  0.0033  0.0048
O  -0.1035  9.0156  9.1683  0.2711  0.4781  -1.1556
O  2.4348  10.4143  21.3195  0.004  0.0038  -0.0421
O  0.7945  5.2887  10.5354  -0.1011  0.106  0.0112
O  10.0407  -3.0125  14.0166  0.1289  0.0869  -0.0883
O  3.531  2.2847  16.0677  -0.0008  0.0058  -0.0094
O  1.4036  -1.5932  14.956  -0.0265  0.017  -0.0479
O  -2.5283  5.4216  22.6338  0.009  -0.0119  -0.0315
O  -1.2098  8.5511  18.7995  0.0012  -0.0018  -0.0071
O  1.6904  7.822  17.0002  0.0074  0.0046  0.0058
O  8.1151  -1.0589  16.8741  0.0059  0.0006  -0.0095
O  11.0998  9.1297  21.1416  0.0026  -0.004  -0.0367
O  1.9954  2.5597  21.216  -0.0189  -0.0058  -0.0428
O  1.741  8.0292  10.7966  -0.3106  -0.0206  -0.0417
O  4.7945  5.2757  20.0596  -0.0142  0.0002  -0.0337
O  -1.2254  6.9344  20.8962  0.0168  0.0147  -0.0536
O  -1.6365  6.2632  15.9391  -0.0133  0.0557  -0.0069
O  -2.6402  9.6847  13.0806  -0.1678  0.0439  -0.031
O  -0.2497  -0.7179  16.9987  0.0296  0.0046  -0.0285
O  6.5289  8.6203  11.5531  0.0236  -0.0079  0.0223
O  4.1801  9.1848  10.6039  -0.0412  -0.0143  0.0182
O  1.997  6.8371  14.521  -0.0026  -0.0014  -0.0085
O  13.1987  12.8969  13.6448  -0.0028  -0.0004  0.0057
O  5.7769  9.3047  13.9379  0.0093  0.0094  0.002
O  1.0068  7.2509  19.4888  0.0308  -0.0082  -0.0216
O  5.8325  11.2585  10.9695  0.0085  -0.0373  0.0022
O  -1.2526  3.6488  15.6828  -0.0105  -0.011  -0.0092
O  10.0429  7.1193  10.8862  0.0243  0.3288  -0.0938
O  3.4453  4.8113  15.3532  -0.0174  0.0045  -0.0036
O  1.4519  2.8647  11.3686  -0.0228  0.025  0.0174
O  7.5417  7.246  13.8377  -0.0259  0.0267  -0.0261
O  8.9731  7.8944  23.266  -0.0053  0.0191  -0.0151
O  0.2987  2.6232  19.1928  0.0141  -0.0109  -0.0173
O  -3.9218  11.8871  20.5783  0.0154  -0.0019  -0.0259
O  3.7775  10.9878  14.638  0.0004  -0.0064  -0.0018
O  5.7709  3.383  15.255  -0.0019  0.0003  0.0025
O  -1.4902  3.948  20.7504  0.0309  -0.0004  -0.0524
O  -4.218  4.0202  21.1105  -0.019  -0.0056  -0.0249
O  4.7323  -0.4097  20.0933  -0.01  -0.0006  -0.0368
O  3.2538  6.3921  18.4395  -0.004  -0.0011  0.0043
O  4.0226  4.1038  22.2165  0.0003  0.0006  -0.0107
O  6.73  0.9333  17.9696  0.0129  -0.0026  -0.0006
O  2.8337  9.1347  18.9697  -0.0049  -0.0103  -0.0163
O  -0.2159  9.4228  11.9122  0.1386  -0.0008  -0.747
O  5.9253  1.8288  13.0505  0.0062  -0.0055  0.0377
O  -0.9762  4.7001  18.1153  -0.002  -0.0229  0.0064
O  -1.8973  10.9986  19.0665  0.0045  0.0098  0.0105
O  11.7916  5.0843  16.1379  0.0519  0.007  -0.023
O  7.106  1.0243  15.3411  0.0065  -0.0051  0.0018
O  -7.1079  8.4354  15.4895  -0.011  -0.0055  -0.0099
O  -2.9547  3.0523  13.8243  0.0127  0.0059  0.0008
O  13.4248  11.8961  19.1375  -0.0104  0.0218  -0.0241
O  8.5247  2.5719  18.8514  0.0061  0.0008  -0.0137
O  1.5561  4.5005  13.5413  -0.006  0.0094  -0.007
O  9.2132  4.3982  10.3802  0.0684  0.1069  0.0237
O  7.752  2.2238  10.9969  0.0064  -0.0268  0.0315
O  10.3042  -0.3082  14.32  -0.0033  -0.0074  -0.0376
O  9.3896  5.2778  13.5535  0.0132  -0.0053  -0.0488

Results
free energy: -133959.142 eV
free energy less fixed offsets of O -568.88, Si -635.61 eV per atom: 2.818 eV

The program warned: the cutoff lies below the one the program advises for these potential files; the forces do not sum to zero within the program's tolerance; the exchange-correlation potential is rough where the density is thin.
